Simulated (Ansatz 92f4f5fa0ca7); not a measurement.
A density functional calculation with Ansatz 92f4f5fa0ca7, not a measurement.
Periodic cell of 212 atoms, Si132O80, from a study of silicon, its oxide and their interface. The atomic structure is a simulated model.
Doubt: the cutoff is low for norm-conserving oxygen, so forces and energies are approximate.
Doubt: the program's own warning below bears on the result.
This geometry differs little from another in the collection (a relaxation step or a small displacement).

Settings
functional: HSE06
potential files: SPMS norm-conserving
basis: plane waves
wave-function cutoff: 800 eV
density cutoff ratio: 4
exchange-correlation grid ratio: 1
k mesh: 1 x 1 x 1, Gamma-centred
occupations: fixed
spin: none
net charge: 0

Cell vectors (angstrom)
a  10.938  0  0
b  0  10.938  0
c  0  0  31.1215

Atoms: element, x, y, z (angstrom)
Si  10.3169  0.4028  23.8043
Si  5.8729  10.3625  23.852
Si  2.1318  3.1981  23.7442
Si  8.6154  2.2281  23.5312
Si  0.3718  4.9986  23.4647
Si  4.9775  5.8886  23.7891
Si  3.2107  7.6439  23.8183
Si  7.74  8.841  23.805
Si  1.2225  1.4012  24.9668
Si  6.821  1.3481  24.8831
Si  3.9641  4.1394  24.9954
Si  9.573  4.0285  24.8105
Si  1.3228  6.7292  24.8973
Si  6.8175  6.8904  24.8912
Si  4.0923  9.4629  25.0624
Si  9.4531  9.6603  25.1802
Si  2.6943  0.0151  26.2903
Si  8.1105  0.093  26.4422
Si  -0.0586  2.7656  26.3663
Si  5.4369  2.7486  26.2638
Si  2.6741  5.4879  26.3957
Si  8.2098  5.4599  26.2227
Si  -0.0023  8.1888  26.2986
Si  5.5012  8.1706  26.4048
Si  4.1018  1.3673  27.7033
Si  9.5708  1.3673  27.7033
Si  1.3673  4.1018  27.7033
Si  6.8362  4.1018  27.7033
Si  4.1018  6.8362  27.7033
Si  9.5708  6.8362  27.7033
Si  1.3673  9.5708  27.7033
Si  6.8362  9.5708  27.7033
Si  0  0  29.0705
Si  5.469  0  29.0705
Si  2.7345  2.7345  29.0705
Si  8.2035  2.7345  29.0705
Si  0  5.469  29.0705
Si  5.469  5.469  29.0705
Si  2.7345  8.2035  29.0705
Si  8.2035  8.2035  29.0705
Si  1.3673  1.3673  30.4378
Si  6.8362  1.3673  30.4378
Si  4.1018  4.1018  30.4378
Si  9.5708  4.1018  30.4378
Si  1.3673  6.8362  30.4378
Si  6.8362  6.8362  30.4378
Si  4.1018  9.5708  30.4378
Si  9.5708  9.5708  30.4378
Si  2.7345  0  0.6835
Si  8.2035  0  0.6835
Si  0  2.7345  0.6835
Si  5.469  2.7345  0.6835
Si  2.7345  5.469  0.6835
Si  8.2035  5.469  0.6835
Si  0  8.2035  0.6835
Si  5.469  8.2035  0.6835
Si  4.1018  1.3673  2.0507
Si  9.5708  1.3673  2.0507
Si  1.3673  4.1018  2.0507
Si  6.8362  4.1018  2.0507
Si  4.1018  6.8362  2.0507
Si  9.5708  6.8362  2.0507
Si  1.3673  9.5708  2.0507
Si  6.8362  9.5708  2.0507
Si  0  0  3.418
Si  5.469  0  3.418
Si  2.7345  2.7345  3.418
Si  8.2035  2.7345  3.418
Si  0  5.469  3.418
Si  5.469  5.469  3.418
Si  2.7345  8.2035  3.418
Si  8.2035  8.2035  3.418
Si  1.4163  1.3244  4.7045
Si  6.8601  1.4064  4.8749
Si  4.1181  4.1275  4.7224
Si  9.5771  4.0891  4.9043
Si  1.3697  6.8114  4.8481
Si  6.9088  6.7727  4.7241
Si  4.1338  9.5654  4.8098
Si  9.6035  9.5463  4.7106
Si  2.7629  0.0362  6.1525
Si  8.3448  -0.0348  6.125
Si  0.1305  2.63  6.1363
Si  5.508  2.949  6.1961
Si  2.7927  5.4103  6.1696
Si  8.1944  5.5529  6.3255
Si  -0.0281  8.2289  6.1689
Si  5.5882  8.1518  6.0353
Si  3.7016  1.9275  7.2729
Si  10.2681  0.7464  7.3399
Si  1.8294  3.6343  7.4505
Si  6.3704  4.7739  7.6836
Si  4.5644  6.4859  7.3334
Si  9.0926  7.4395  7.5195
Si  1.1607  9.7993  7.4469
Si  7.3187  9.1479  7.2892
O  1.8474  8.9733  8.7538
O  1.2018  4.1145  8.9141
O  9.8222  1.3836  8.7663
O  6.6803  9.6949  8.6952
O  4.5384  1.4104  8.5852
O  3.978  7.2912  8.6391
O  6.8143  4.6284  9.3092
O  9.4833  7.2545  9.1235
O  2.5516  2.433  22.3562
O  5.3382  10.4625  22.2994
O  8.2415  2.6454  21.9473
O  -0.1029  5.4045  21.8909
O  8.3372  8.9696  22.2526
O  2.7371  8.0746  22.3034
O  5.4345  5.2807  22.3112
O  10.5741  10.4978  22.3996
Si  5.5563  0.3177  20.9266
Si  3.4924  3.1217  17.0213
Si  4.8187  1.5463  10.1504
Si  3.363  2.5081  20.9738
Si  3.9525  9.5836  18.8408
Si  2.7102  7.7974  9.5037
Si  9.7765  9.3398  21.5805
Si  5.0788  8.0576  16.3204
Si  9.9326  0.2388  19.1157
Si  5.1595  10.3163  14.0642
Si  0.2601  8.6995  15.6478
Si  6.7626  10.275  10.1915
Si  0.3498  0.9168  12.5091
Si  7.2593  5.7581  16.3409
Si  9.4623  0.0186  16.2494
Si  10.1184  6.4778  17.662
Si  10.9556  6.5867  20.7466
Si  2.8334  7.561  20.7848
Si  2.7069  2.8865  11.912
Si  10.0538  2.553  14.8313
Si  7.405  3.9641  13.7367
Si  7.9364  9.7033  13.8704
Si  4.0746  8.0189  12.2973
Si  9.6817  6.8777  10.6891
Si  7.0385  7.7029  12.0551
Si  10.4937  9.1081  12.7321
Si  7.9549  2.0085  20.4635
Si  6.1015  3.87  18.5836
Si  4.7764  5.2397  20.8387
Si  7.1042  3.6957  10.6351
Si  9.1478  1.4686  10.2152
Si  2.6113  7.1207  14.8333
Si  1.1561  5.074  10.2294
Si  2.0607  0.9827  18.5187
Si  4.708  2.4369  14.1987
Si  1.1584  4.7411  16.0768
O  10.5803  1.373  13.8743
O  7.9974  0.3547  10.3289
O  8.8858  3.3519  14.0301
O  4.2469  2.9345  15.6353
O  10.1406  6.5044  19.3126
O  3.6545  4.079  20.7344
O  8.2025  6.755  11.4016
O  1.5754  6.6633  20.3488
O  2.3858  1.9785  17.2983
O  3.3275  8.3043  10.9014
O  4.1501  6.6837  20.5779
O  8.6805  6.0942  17.0391
O  0.5291  0.5126  18.677
O  2.9393  8.8317  19.8321
O  7.4824  8.1567  13.5701
O  3.4217  2.0612  10.7311
O  10.5706  7.9409  21.5353
O  10.5908  8.3385  14.1659
O  1.9822  4.2486  11.3825
O  5.9034  2.6323  10.609
O  8.4142  10.0862  15.3639
O  4.4819  0.8303  14.1988
O  9.1197  9.9721  12.8058
O  4.6625  3.1999  18.1601
O  6.2584  2.8523  14.0247
O  5.3922  0.1024  10.5928
O  4.7768  1.7334  21.0537
O  10.5843  7.841  16.8849
O  0.6861  10.2574  12.5231
O  4.6465  8.5857  17.7864
O  10.5897  5.5072  10.7443
O  7.2879  5.2213  14.7868
O  5.0876  10.3605  19.6826
O  6.6765  4.5346  17.2361
O  1.6193  5.8444  14.9698
O  5.8582  5.0269  19.6768
O  10.4706  8.0586  11.5017
O  9.0818  -0.1494  17.7987
O  6.6685  10.6461  13.5826
O  1.8386  8.4148  15.4554
O  9.3766  1.5871  19.8208
O  7.1136  0.6574  20.7362
O  0.216  5.331  17.2334
O  2.5446  4.4089  16.8474
O  3.8012  3.1783  13.0707
O  9.443  1.6315  16.0242
O  6.9849  9.0274  11.155
O  10.9131  10.2618  15.9687
O  2.4625  1.7815  19.8634
O  7.1972  4.345  12.1456
O  5.488  7.1788  12.1116
O  3.001  -0.2681  18.147
O  4.3801  9.458  12.9548
O  7.1395  2.8652  19.3377
O  5.2464  9.4015  15.4097
O  0.31  3.5453  15.3474
O  1.6616  1.8211  12.4707
O  9.7111  9.9047  20.0798
O  1.8178  6.4859  9.8108
O  3.0368  7.238  13.2724
O  10.3436  1.242  11.2562
O  6.4062  7.1361  16.4077
O  3.9734  7.0502  15.6934
O  8.508  2.9312  10.4196

Results
free energy: -50791.149 eV
free energy less fixed offsets of O -447.96, Si -113.29 eV per atom: -0.069 eV
gap between the highest filled and lowest empty level on this k mesh: 1.400 eV

The program warned: the cutoff lies below the one the program advises for these potential files; the model core charge is not resolved on the grid; the forces do not sum to zero within the program's tolerance; the exchange-correlation potential is rough where the density is thin.
